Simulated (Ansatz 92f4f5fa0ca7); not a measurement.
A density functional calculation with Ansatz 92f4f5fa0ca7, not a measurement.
Periodic cell of 211 atoms, Si128O83, from a study of silicon, its oxide and their interface. The atomic structure is a simulated model.
This geometry differs little from another in the collection (a relaxation step or a small displacement).

Settings
functional: r2SCAN
potential files: Ansatz PAW
basis: plane waves
wave-function cutoff: 800 eV
density cutoff ratio: 5
exchange-correlation grid ratio: 1
k mesh: 1 x 1 x 1, shifted by 0.5 0.5 0 of a step
self-consistency stop: 1e-10 eV per atom in the density residual
occupations: fixed
spin: none
net charge: 0

Cell vectors (angstrom)
a  10.88  0  0
b  0  10.88  0
c  -3.7613  3.5136  30.4108

Atoms: element, x, y, z (angstrom)
Si  7.8404  10.3926  -4.798
Si  10.2728  8.7008  0.1343
Si  8.4817  10.2703  0.0759
Si  11.2662  3.005  -0.3314
Si  3.4417  4.9697  0.2227
Si  6.1144  7.4697  0.1534
Si  13.5689  11.7577  -0.3203
Si  5.0593  3.1945  0.2241
Si  9.4929  6.8543  1.375
Si  12.1613  9.5141  1.2462
Si  9.3324  1.2078  1.3292
Si  12.3864  4.199  1.3274
Si  4.3054  6.7149  1.4682
Si  6.8148  9.3573  1.3877
Si  14.8876  12.4243  1.4923
Si  6.7634  4.0938  1.5278
Si  8.1833  8.1457  2.8582
Si  10.9002  10.9182  2.703
Si  8.1102  2.6283  2.7426
Si  10.9303  5.4901  2.6471
Si  13.6152  8.1395  2.5725
Si  16.2812  10.8555  2.6185
Si  13.5219  13.6762  2.865
Si  5.4839  5.415  2.9712
Si  6.848  6.8004  4.2183
Si  9.5672  9.5466  4.1222
Si  6.7409  1.2992  4.0916
Si  9.5445  4.0623  3.983
Si  12.2729  6.8259  4.0451
Si  14.9322  9.5052  3.9873
Si  12.1915  12.2548  4.1278
Si  14.93  4.0848  4.2328
Si  8.2249  5.3926  5.4327
Si  10.9239  8.1623  5.4545
Si  8.1546  0.0013  5.4675
Si  10.8423  2.7447  5.4335
Si  13.579  5.4909  5.5064
Si  16.2973  8.1946  5.4228
Si  13.5981  10.8598  5.3854
Si  16.3119  13.5583  5.4997
Si  9.5318  6.7774  6.7817
Si  12.2869  9.5314  6.8028
Si  9.5166  1.3921  6.8135
Si  12.1965  4.0833  6.8006
Si  14.9768  6.8535  6.8207
Si  6.7786  9.5086  6.8034
Si  14.9209  12.1905  6.7957
Si  6.8495  4.0653  6.8011
Si  8.1502  8.1297  8.1366
Si  10.9116  10.8992  8.1381
Si  8.1939  2.7414  8.2071
Si  10.8359  5.4193  8.1578
Si  13.6394  8.2015  8.2007
Si  5.4049  10.854  8.1525
Si  13.5485  2.6812  8.1274
Si  16.3736  5.4735  8.1208
Si  6.8278  6.7974  9.5741
Si  9.5387  9.5131  9.4317
Si  6.7929  1.3317  9.4341
Si  9.5394  4.0983  9.6264
Si  12.2008  6.8055  9.4121
Si  14.9848  9.5475  9.6215
Si  12.2273  12.2292  9.5865
Si  14.9633  4.0768  9.3506
Si  8.1862  5.4779  11.0049
Si  10.8839  8.1565  10.7911
Si  8.1687  10.8606  10.7648
Si  10.8895  2.7052  11.0009
Si  13.5572  5.4039  10.644
Si  5.5018  8.1836  10.9657
Si  13.5944  10.8946  10.9994
Si  5.4306  2.7276  10.6907
Si  9.6089  6.8858  12.3249
Si  12.1606  9.4756  12.2692
Si  9.3921  12.2161  12.2432
Si  12.3882  4.0819  12.2159
Si  3.9434  6.7756  12.0206
Si  6.9706  9.5389  12.3037
Si  15.0433  12.3426  12.2001
Si  6.7336  4.012  12.1526
Si  8.7454  8.6479  13.7131
Si  10.3666  10.4747  13.4581
Si  7.6117  2.2888  13.5057
Si  11.4732  5.8847  13.3797
Si  2.2311  7.6172  13.4188
Si  5.9603  11.372  13.3635
Si  14.2063  3.2368  13.5223
Si  4.8894  5.0138  13.174
Si  14.6034  8.4154  -6.2105
Si  9.6939  4.8141  -4.989
Si  5.9749  5.6834  15.9069
Si  5.6188  6.413  -4.7345
Si  9.9937  6.8724  20.2527
Si  9.4814  4.8044  -2.1817
Si  11.2143  7.3446  -2.3122
Si  11.4134  11.2466  15.3802
Si  14.8117  4.1608  -3.891
Si  12.2484  3.6746  18.0167
Si  12.2928  5.0137  20.8456
Si  5.4059  7.8959  -2.043
Si  7.7139  5.059  19.6562
Si  13.707  2.4239  15.7165
Si  5.3006  6.6575  18.4971
Si  6.8823  10.5898  -2.6397
Si  8.2161  2.31  18.4349
Si  10.6795  11.508  -5.1626
Si  13.8808  6.1785  -1.7056
Si  6.7736  11.3946  20.2333
Si  4.7907  10.8245  16.2585
Si  9.2088  3.617  -7.8785
Si  6.0498  10.2038  -7.4392
Si  12.1317  7.5053  -7.4934
Si  10.8304  11.733  18.2569
Si  10.2989  5.3192  16.1642
Si  7.8752  3.2916  15.6428
Si  4.7049  1.4966  21.9397
Si  14.0834  7.4931  20.6071
Si  12.0408  8.8936  18.9781
Si  8.4297  7.7688  15.9794
Si  8.346  7.4611  -5.6981
Si  10.1321  11.5997  -8.1459
Si  12.1555  3.3036  -5.2146
Si  13.3559  8.8935  16.1741
Si  7.794  5.7187  0.2461
Si  12.0012  4.4312  -7.9534
Si  6.8323  9.4192  18.0173
Si  12.0677  8.8862  -4.8748
Si  4.9516  1.9913  -1.8063
O  9.9551  2.2591  0.2393
O  12.9708  10.2819  0.0116
O  14.8528  6.8393  19.3565
O  10.5063  11.3226  16.7209
O  8.0946  8.9445  17.0827
O  8.3335  8.8188  -4.7983
O  10.6875  3.8835  -1.584
O  8.712  7.9155  -7.1934
O  13.6316  9.1844  -5.1668
O  5.9726  8.1038  18.3273
O  5.7346  9.4319  -2.4657
O  8.061  10.4132  -1.5185
O  5.21  11.4741  20.6848
O  5.4098  11.3961  -8.3127
O  9.0945  11.4391  -4.8368
O  13.7158  7.8474  -7.4443
O  14.0397  5.308  -3.0596
O  11.3657  10.2542  -4.429
O  12.7168  4.329  19.4278
O  8.0455  2.1888  16.8272
O  11.4767  10.4234  18.9741
O  13.2138  8.7675  20.101
O  14.6206  11.782  -1.5713
O  6.2322  12.0422  -2.3304
O  10.0197  6.293  -2.4848
O  14.7487  12.1741  16.3364
O  4.2162  7.883  21.8013
O  12.3564  1.879  -0.7904
O  6.5405  4.1663  16.0095
O  10.9056  11.3849  -6.7537
O  9.1248  2.0013  -8.059
O  8.2372  4.9564  -1.1579
O  11.4041  1.9809  -4.6572
O  9.2102  3.9811  -6.2969
O  11.3604  5.4508  14.9652
O  14.6862  7.5896  -1.9363
O  6.7938  7.6558  21.7789
O  10.6339  8.5841  -1.4687
O  10.7575  5.5335  20.7643
O  13.4348  3.5236  16.9036
O  5.4778  10.7889  14.8133
O  11.4421  8.2788  -6.2463
O  12.1708  3.2879  -6.8277
O  6.9858  10.6671  -6.1805
O  9.4408  6.3898  -5.2136
O  8.9632  4.2708  -3.6333
O  14.0185  1.9051  21.9415
O  9.1241  4.3279  15.6514
O  5.5379  2.8905  21.9418
O  5.9678  6.9066  -3.2203
O  9.443  1.3593  18.914
O  13.4667  7.7568  15.0379
O  11.8523  7.8124  -3.7018
O  4.5845  3.0423  -2.9593
O  14.8125  9.4809  16.5111
O  4.8353  9.3892  -6.7958
O  11.8068  2.1392  18.3271
O  12.3491  6.6094  -1.4346
O  5.1936  5.8556  14.5388
O  12.6306  8.4346  17.5367
O  6.92  6.6859  -5.6485
O  5.1402  4.8607  -4.7244
O  7.2434  10.048  19.4564
O  11.2878  4.5895  -4.746
O  13.1333  6.3384  21.1727
O  9.6906  6.8174  16.4485
O  7.1713  6.7569  15.9385
O  8.6821  6.3381  19.4838
O  11.9553  5.9114  -7.3256
O  4.9134  6.0376  17.0618
O  6.2676  5.5511  19.1605
O  9.4833  7.8235  21.4524
O  11.0621  4.6323  17.4248
O  6.943  1.7937  19.2617
O  5.9909  10.6371  17.3312
O  12.5329  10.1072  15.5453
O  7.7135  11.5267  21.5417
O  13.6933  3.4184  -4.7757
O  8.3806  3.8853  18.7636
O  12.2576  1.7624  15.3066
O  7.523  4.5099  21.162
O  10.8921  7.8071  19.3022
O  4.3921  7.2222  -5.3787

Results
free energy: -129214.934 eV
free energy less fixed offsets of O -570.45, Si -639.56 eV per atom: -3.904 eV

Forces (eV/angstrom), in the order of the atoms: element, x, y, z
Si  0.0351  -0.006  -0.0335
Si  -0.017  -0.0031  0.0443
Si  0.0125  -0.0015  0.0537
Si  0.0086  -0.0135  0.0324
Si  -0.0045  0.0044  -0.0123
Si  -0.0135  0.0048  -0.0336
Si  0.0016  0.0021  0.0363
Si  0.0098  0.0002  -0.0136
Si  0.0037  -0.0024  -0.0052
Si  -0.0146  -0.0133  0.0357
Si  -0.0059  -0.0203  0.0316
Si  -0.0006  0.0056  -0.0056
Si  -0.0028  0.0004  -0.0123
Si  -0.0032  0.0029  -0.0112
Si  -0.0017  -0.0009  -0.0086
Si  -0.0002  -0.0035  -0.0017
Si  0.0017  -0.0007  0.0072
Si  0.0018  0.0027  -0.0126
Si  0.0003  -0.0055  -0.0034
Si  0.0015  0  0
Si  -0.0028  0.0032  0.0027
Si  0.0005  0.0004  0.0029
Si  -0.0034  -0.0042  0.0015
Si  -0.0011  -0.0037  0.0054
Si  -0.0013  0.0004  -0.0006
Si  -0.0013  0.0015  0.0052
Si  0.0008  0.001  0.0049
Si  0.0029  -0.0018  0.0028
Si  0.0009  0.0013  0.0019
Si  -0.0008  0.0004  0.0016
Si  -0.0007  0.0014  -0.0015
Si  -0.002  0.0008  -0.0003
Si  -0.0023  0.0016  0.004
Si  -0.0001  0.0017  0
Si  -0.001  -0.0004  0.0017
Si  0.0017  -0.0005  0.0031
Si  -0.0011  -0.002  0.0042
Si  0.0008  0.0001  0.0052
Si  0.0005  0.0012  0.0029
Si  -0.0022  -0.0009  0.0028
Si  0.0012  0.001  0.0033
Si  0.0003  -0.0024  0.0027
Si  -0.0021  -0.0004  0.004
Si  0.0008  0.0008  0.0028
Si  -0.0018  0.0019  0.0033
Si  0  0.0022  0.0032
Si  0.0028  0.0003  0.0035
Si  0.0012  -0.0026  0.0038
Si  0.0008  -0.0004  0.0029
Si  -0.0013  0.0014  0.0032
Si  -0.001  -0.0006  0.0045
Si  0.0006  -0.0012  0.0037
Si  -0.0006  0.0018  0.0039
Si  -0.0004  0.0006  0.0038
Si  -0.0028  0.001  0.0025
Si  -0.0002  0.003  0.0018
Si  -0.0024  -0.0023  0.0017
Si  -0.0015  0.001  -0.0011
Si  0.0026  0.0008  -0.0015
Si  -0.0035  0.0002  0.0007
Si  0.0013  0.0043  0.0012
Si  -0.0002  -0.0017  0.0028
Si  0.0016  -0.0008  0.004
Si  0.0015  -0.0015  -0.0011
Si  0.0042  -0.002  0.0009
Si  -0.0029  0.0026  0.0038
Si  -0.0015  -0.0001  0.0006
Si  -0.0018  0.0001  0.0025
Si  0.0015  0.0001  0.0055
Si  -0.0011  0.0033  -0.0004
Si  -0.001  0.0013  0.0023
Si  0.0018  -0.0041  0.0048
Si  0.004  -0.0009  -0.0046
Si  0  0.0002  -0.0032
Si  0.0009  0.0029  0.0012
Si  0.0011  0.0035  -0.0002
Si  -0.0008  0.0022  -0.006
Si  0.0011  -0.0009  -0.0031
Si  0.0071  0.0006  -0.0056
Si  -0.0062  0.0007  -0.0051
Si  0.0082  0.0122  -0.0101
Si  -0.0162  -0.0171  -0.0136
Si  -0.0014  -0.0207  -0.0294
Si  -0.0068  -0.0133  0.0311
Si  0.0137  0.0047  0.042
Si  -0.0161  -0.012  0.0419
Si  0.0068  0.0065  -0.0167
Si  0.0019  0.0114  0.0113
Si  -0.0026  0.0162  -0.0398
Si  -0.0026  0.0073  -0.0069
Si  0.0164  0.0058  0.0288
Si  -0.0022  0.0045  0.0161
Si  0.0028  -0.0094  -0.0436
Si  -0.0044  0.0268  0.0572
Si  -0.0337  0.0101  0.0455
Si  0.0117  0.0232  0.0217
Si  0.0001  0.0043  0.0358
Si  -0.0025  -0.0032  -0.0114
Si  -0.0047  0.0085  -0.0585
Si  0.0197  0.0005  0.0683
Si  0.0002  0.003  -0.05
Si  -0.0075  -0.0096  0.0293
Si  0.0085  0.0004  -0.0257
Si  -0.0059  0.0143  0.0813
Si  0.0106  0.0059  -0.0054
Si  0.0078  -0.0022  -0.0218
Si  -0.0074  -0.0174  0.0469
Si  0.02  -0.0113  -0.052
Si  -0.0158  -0.0089  0.0151
Si  -0.0191  0.0042  -0.0539
Si  -0.004  0.0081  -0.0616
Si  -0.0168  0.004  -0.0592
Si  0.0011  0.0034  -0.0012
Si  -0.0059  -0.0122  0.0257
Si  0.0154  0.0164  0.0411
Si  -0.0007  0.0023  -0.0521
Si  -0.0133  -0.0056  -0.0495
Si  -0.0011  0.0117  -0.0199
Si  -0.0195  -0.0088  0.0274
Si  0.0073  -0.0057  -0.0203
Si  0.005  0.0043  -0.059
Si  0.0073  -0.0022  -0.0118
Si  0.0132  0.0042  0.0185
Si  -0.0054  0.0195  0.0239
Si  0.0142  0.0046  -0.065
Si  -0.002  0.0018  -0.0125
Si  -0.0043  -0.0114  -0.006
Si  -0.0084  0.0102  0.0713
O  0.0179  0.0221  -0.0345
O  0.013  0.0181  -0.0367
O  -0.0082  0.0025  0.0213
O  0.0113  -0.0001  -0.016
O  0.0068  -0.0108  -0.0109
O  -0.0014  0.007  0.0092
O  -0.0121  0.0119  -0.0276
O  -0.0048  -0.0046  0.029
O  0.0007  0.0042  -0.0008
O  0.002  -0.0106  0.0181
O  0.011  0.0096  -0.019
O  -0.0295  0.0096  -0.0935
O  -0.0114  0.0078  0.0296
O  0.0067  -0.009  0.0257
O  -0.0236  -0.0092  0.0226
O  0.0121  0.0071  0.0246
O  0.013  -0.0085  -0.0186
O  -0.0038  0.0036  0.0025
O  -0.0041  0.0002  0.0203
O  -0.0001  0.0082  -0.0089
O  0  -0.0075  0.0011
O  0.0088  -0.011  0.0199
O  0.0131  -0.0019  -0.032
O  0.0138  -0.0296  -0.034
O  0.0094  -0.015  0.012
O  0.0066  0.0035  -0.0115
O  0.0159  -0.0002  0.0305
O  -0.005  -0.0001  -0.0157
O  0.004  -0.0116  -0.0115
O  0.0014  -0.0028  0.0356
O  0.0001  0.0011  0.024
O  0.0263  -0.0183  -0.0486
O  0.0004  0.005  0.0117
O  -0.0026  0.0066  0.0187
O  0.0078  0.0114  -0.047
O  -0.0063  0.0091  -0.0242
O  -0.0049  -0.0108  0.0195
O  0.0193  -0.0229  -0.07
O  0.0041  -0.0007  0.0095
O  -0.0007  -0.0044  -0.0088
O  0.006  0.0121  -0.0406
O  0.0038  0.0072  0.0161
O  -0.0051  -0.0074  0.0321
O  -0.0029  0.0089  0.0251
O  -0.003  -0.0029  0.0124
O  -0.0048  0.0024  -0.0215
O  0.0068  -0.0048  0.0276
O  -0.0034  -0.0083  -0.0001
O  -0.002  -0.0021  0.0293
O  0.0081  -0.0117  -0.0349
O  -0.0094  0.0014  0.0097
O  -0.0121  -0.0055  -0.0413
O  0.0103  0.0114  -0.0192
O  -0.007  0.0127  -0.0409
O  -0.0005  0.0038  -0.0064
O  -0.0105  -0.0156  0.0119
O  -0.0065  -0.0014  0.0022
O  0.0037  0.0027  -0.0063
O  -0.0215  -0.0009  -0.0374
O  0.0109  -0.0065  -0.0074
O  -0.0013  0.0021  0.0059
O  -0.0002  -0.0005  -0.0073
O  -0.0006  0.0072  0.0222
O  -0.007  0.0043  0.0098
O  0.0039  0.0048  0.0103
O  -0.0011  0.0053  0.0006
O  0.0054  0.006  -0.0058
O  0.0055  0.0037  0.0222
O  0.0084  0.0007  0.028
O  -0.0009  -0.0004  0.0115
O  0.0043  -0.0018  -0.002
O  -0.0182  0.009  0.0409
O  -0.0041  0.0096  -0.006
O  -0.0042  -0.005  0.0162
O  0.0019  -0.0013  -0.0019
O  -0.0094  0.0035  -0.0253
O  0.0052  -0.0056  0.0411
O  0.0034  -0.0047  0.0036
O  -0.0018  -0.0032  0.0015
O  -0.0122  -0.0099  0.0077
O  -0.0166  -0.0064  0.0391
O  -0.0113  -0.0119  0.0168
O  0.003  -0.0112  0.0116

The program warned: the cutoff lies below the one the program advises for these potential files; the forces do not sum to zero within the program's tolerance; empty levels may hold ghost states of the PAW files; the exchange-correlation potential is rough where the density is thin.
